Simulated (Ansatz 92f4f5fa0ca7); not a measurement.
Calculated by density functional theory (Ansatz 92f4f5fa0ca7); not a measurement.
Periodic cell of 287 atoms, Si197O90, from a study of silicon, its oxide and their interface. The atomic structure is a simulated model.
Doubt: the cutoff is far below the 930 eV that the study's wrapper takes by default for these files, so forces and energies are approximate.

Settings
functional: PBE
potential files: Ansatz PAW
basis: plane waves
wave-function cutoff: 580 eV
density cutoff ratio: 5
exchange-correlation grid ratio: 1
k mesh: 1 x 1 x 1, Gamma-centred
self-consistency stop: 5e-08 eV per atom in the density residual
occupations: fixed
spin: none
net charge: 0

Cell vectors (angstrom)
a 10.938 0 0
b 0 10.938 0
c 0 0 43.1571

Atoms: element, x, y, z (angstrom)
Si 0 0 41.1051
Si 5.469 0 41.1051
Si 2.7345 2.7345 41.1051
Si 8.2035 2.7345 41.1051
Si 0 5.469 41.1051
Si 5.469 5.469 41.1051
Si 2.7345 8.2035 41.1051
Si 8.2035 8.2035 41.1051
Si 1.3673 1.3673 42.4723
Si 6.8362 1.3673 42.4723
Si 4.1018 4.1018 42.4723
Si 9.5708 4.1018 42.4723
Si 1.3673 6.8362 42.4723
Si 6.8362 6.8362 42.4723
Si 4.1018 9.5708 42.4723
Si 9.5708 9.5708 42.4723
Si 2.7345 0 38.3706
Si 8.2035 0 38.3706
Si 0 2.7345 38.3706
Si 5.469 2.7345 38.3706
Si 2.7345 5.469 38.3706
Si 8.2035 5.469 38.3706
Si 0 8.2035 38.3706
Si 5.469 8.2035 38.3706
Si 4.1018 1.3673 39.7378
Si 9.5708 1.3673 39.7378
Si 1.3673 4.1018 39.7378
Si 6.8362 4.1018 39.7378
Si 4.1018 6.8362 39.7378
Si 9.5708 6.8362 39.7378
Si 1.3673 9.5708 39.7378
Si 6.8362 9.5708 39.7378
Si 0 0 3.417
Si 5.469 0 3.417
Si 2.7345 2.7345 3.417
Si 8.2035 2.7345 3.417
Si 0 5.469 3.417
Si 5.469 5.469 3.417
Si 2.7345 8.2035 3.417
Si 8.2035 8.2035 3.417
Si 1.3673 1.3673 4.7843
Si 6.8362 1.3673 4.7843
Si 4.1018 4.1018 4.7843
Si 9.5708 4.1018 4.7843
Si 1.3673 6.8362 4.7843
Si 6.8362 6.8362 4.7843
Si 4.1018 9.5708 4.7843
Si 9.5708 9.5708 4.7843
Si 2.7345 0 0.6825
Si 8.2035 0 0.6825
Si 0 2.7345 0.6825
Si 5.469 2.7345 0.6825
Si 2.7345 5.469 0.6825
Si 8.2035 5.469 0.6825
Si 0 8.2035 0.6825
Si 5.469 8.2035 0.6825
Si 4.1018 1.3673 2.0497
Si 9.5708 1.3673 2.0497
Si 1.3673 4.1018 2.0497
Si 6.8362 4.1018 2.0497
Si 4.1018 6.8362 2.0497
Si 9.5708 6.8362 2.0497
Si 1.3673 9.5708 2.0497
Si 6.8362 9.5708 2.0497
Si 10.5869 0.2269 30.3383
Si 5.7294 10.6763 30.2145
Si 2.4758 2.9143 30.12
Si 8.4244 2.4642 30.2965
Si 0.2694 5.1659 30.2315
Si 5.1522 5.747 30.1693
Si 2.9292 8.0059 30.0696
Si 7.9324 8.4331 30.2107
Si 1.3263 1.3809 31.5201
Si 6.8368 1.3129 31.5852
Si 4.0405 4.1048 31.469
Si 9.5996 4.0612 31.5611
Si 1.3921 6.8265 31.4761
Si 6.7639 6.8496 31.5094
Si 4.0934 9.5355 31.4742
Si 9.4659 9.5674 31.6176
Si 2.7245 -0.0096 32.8346
Si 8.1557 -0.0169 33.0209
Si 0.0048 2.7223 32.9665
Si 5.4372 2.7432 32.846
Si 2.7231 5.4684 32.9112
Si 8.1815 5.4702 32.8433
Si -0.0087 8.1827 32.8553
Si 5.4321 8.2008 32.927
Si 4.0824 1.3633 34.2244
Si 9.5651 1.3594 34.3284
Si 1.3655 4.11 34.3077
Si 6.82 4.0995 34.2231
Si 4.0864 6.8241 34.298
Si 9.5571 6.8226 34.2308
Si 1.3593 9.5636 34.2221
Si 6.785 9.5446 34.3382
Si 0.0114 -0.0232 35.6433
Si 5.43 0.014 35.6482
Si 2.7389 2.7222 35.6359
Si 8.1794 2.7486 35.6383
Si -0.0226 5.478 35.6407
Si 5.4726 5.4532 35.6352
Si 2.7126 8.2087 35.6324
Si 8.2031 8.1793 35.6404
Si 1.3689 1.3598 37.0042
Si 6.8241 1.368 37.0044
Si 4.1021 4.0933 37.0035
Si 9.5599 4.1018 37.0056
Si 1.3565 6.8366 37.0035
Si 6.8332 6.8232 37.0065
Si 4.0837 9.5668 37.0069
Si 9.5676 9.5582 37.0045
Si 2.7447 0.0003 6.1552
Si 8.2015 0.006 6.1383
Si -0.0013 2.7387 6.1547
Si 5.4814 2.7353 6.1458
Si 2.7405 5.4838 6.139
Si 8.2124 5.4651 6.1538
Si 0.0107 8.201 6.1468
Si 5.469 8.2109 6.1526
Si 4.136 1.3589 7.5148
Si 9.5576 1.364 7.5122
Si 1.3743 4.1265 7.499
Si 6.8551 4.0843 7.5208
Si 4.1014 6.843 7.5172
Si 9.5954 6.8259 7.5147
Si 1.39 9.5514 7.5186
Si 6.8312 9.5961 7.5065
Si -0.008 -0.0236 8.8437
Si 5.4958 0.0105 8.9335
Si 2.7793 2.7744 8.8221
Si 8.1893 2.6999 8.92
Si 0.0286 5.4742 8.9089
Si 5.4834 5.4703 8.8588
Si 2.7651 8.2113 8.9249
Si 8.2106 8.2162 8.8267
Si 1.3944 1.3894 10.1052
Si 6.8457 1.3507 10.3646
Si 4.1576 4.0843 10.26
Si 9.5773 4.0847 10.2284
Si 1.4132 6.8312 10.2869
Si 6.8286 6.8859 10.1932
Si 4.1376 9.5791 10.3069
Si 9.5577 9.5505 10.2442
Si 2.7497 0.1086 11.5304
Si 8.2094 -0.0596 11.7203
Si 0.0299 2.6765 11.5106
Si 5.4771 2.7285 11.7505
Si 2.8206 5.4773 11.6393
Si 8.1765 5.4812 11.5096
Si 0.0125 8.1919 11.6163
Si 5.5307 8.2257 11.6959
Si 3.8369 1.5788 13.0666
Si 9.8398 1.1394 12.9128
Si 1.6345 3.8033 12.7738
Si 6.6509 4.4165 12.9423
Si 4.4083 6.6352 13.0072
Si 9.3672 6.9542 12.8695
Si 1.1409 9.92 12.7598
Si 7.1616 9.2341 13.1308
O 8.3098 8.0911 13.3788
O 2.7177 2.7413 13.4238
O 9.5205 1.3495 29.7378
O 4.0496 6.8634 29.6048
O 0.0294 0.0277 13.4239
O 5.5291 5.5134 13.4958
O 6.8412 9.5646 29.6738
O 1.3643 4.0568 29.6467
O 3.8628 7.3897 14.3953
O 0.8083 4.3789 14.0598
O 9.8132 6.1801 14.265
O 2.1134 9.387 13.9688
O 7.5062 3.9277 14.2684
O 4.2699 0.9284 14.5336
O 6.7323 9.5632 14.6868
O 9.2056 1.8575 14.2563
O 7.7153 3.1544 28.9873
O 10.4977 5.8412 28.9175
O 5.084 0.4292 28.8726
O 5.8619 5.0896 28.8381
O 3.1034 2.2065 28.7545
O 2.296 8.7117 28.6945
O 8.6126 7.7444 28.8747
O 0.2505 10.3416 29.0695
Si 4.3873 1.5706 27.9447
Si 3.4902 7.9316 19.4957
Si 7.1182 0.961 20.1298
Si 0.9436 9.3546 27.9967
Si 1.1796 4.3093 17.3445
Si 6.2654 8.967 20.7841
Si 0.6784 1.3676 17.7608
Si 8.6224 4.9543 25.9824
Si 0.326 5.7153 14.8238
Si 5.0998 3.1239 23.4077
Si 0.8823 3.7458 22.2116
Si 10.3993 2.8473 24.6966
Si 5.2804 1.1843 15.8137
Si 0.8835 0.1769 25.3191
Si 6.6456 9.4626 16.3254
Si 9.3382 9.6805 23.7903
Si 9.3906 9.2485 18.034
Si 6.5717 3.8465 28.0608
Si 2.4426 8.0703 14.844
Si 10.5897 7.3701 22.5426
Si 2.5111 6.2936 22.0438
Si 10.1757 4.4921 19.6529
Si 6.1368 9.1889 23.9809
Si 7.969 2.5735 15.0416
Si 8.8801 2.1455 17.9151
Si 5.3386 6.2475 23.5321
Si 3.9219 0.5613 24.9394
Si 4.277 3.8411 17.515
Si 5.5441 6.6047 17.6006
Si 8.0122 2.5051 22.6856
Si 4.3587 2.4819 20.4312
Si 1.5393 1.2134 20.722
Si 1.5717 9.4132 17.5084
Si 8.0507 6.8538 19.3316
Si 10.3796 9.8383 20.9515
Si 9.8034 7.0113 28.0302
Si 8.1099 5.487 22.8792
O 6.0477 7.9609 16.7516
O 6.0181 9.2091 22.3629
O 7.6805 1.365 18.6592
O 0.895 1.748 19.3307
O 9.4293 6.2561 22.3488
O 6.7614 6.2055 18.5996
O 5.1314 4.662 24.0738
O 9.2268 2.1568 23.7421
O 2.3659 0.0998 24.5535
O 9.4098 10.2346 22.2301
O 2.7879 4.4363 17.1758
O 5.0647 10.3263 24.5745
O 9.4244 3.2424 18.9586
O 0.4534 1.7661 25.4287
O 3.1536 1.3621 20.5281
O 8.1651 5.3826 24.4935
O 3.8929 6.6002 22.856
O 4.5736 3.2827 21.852
O 9.0621 5.6689 19.7785
O 5.4518 2.7578 27.6154
O 10.6732 4.1485 21.1496
O 0.3389 3.8664 23.7472
O 10.4251 10.5171 24.684
O 9.6423 10.0279 19.4926
O 10.8956 8.1274 27.5721
O 1.1921 2.1629 21.994
O 9.7282 3.7515 25.8832
O 8.1345 4.0348 22.1521
O -0.0409 9.1042 17.3711
O 6.5832 2.4175 23.4722
O 5.5806 10.7177 16.6591
O 7.7487 9.5952 24.3087
O 10.0292 1.0243 17.5255
O 1.3162 6.9575 14.5293
O 0.6227 4.7669 18.8139
O 5.704 7.6264 24.4472
O 5.2358 5.0879 16.9846
O 2.7148 6.9857 20.5817
O 0.912 2.7441 16.9304
O 0.8601 10.6863 21.0132
O 2.4069 8.5836 16.3802
O 4.6973 2.433 16.7376
O 4.2508 3.5121 19.1451
O 2.1988 4.6847 21.9545
O 10.7021 8.2507 21.1623
O 6.9277 10.2935 20.1348
O 2.3421 8.9548 18.8916
O 8.0323 1.5258 21.3732
O 4.1295 6.9994 18.3207
O 4.1763 2.0133 24.193
O 7.2863 4.4212 26.7313
O 8.4141 2.9271 16.566
O 1.1799 6.868 22.8241
O 5.6535 1.5781 20.2229
O 8.1307 9.7575 17.0516
O 9.2039 6.2865 26.7099
O 8.9597 7.7176 18.3208
O 1.6532 0.1199 17.3438
O 6.6458 6.1515 22.5306
O 7.3956 7.8036 20.5048
O 1.2074 10.2928 26.6965
O 10.0312 8.2025 23.8209
O 3.9487 0.8571 26.5524
O 0.3373 5.3324 16.3914
O 6.6984 1.5725 15.1075
O 4.7768 8.7082 20.1494

Results
free energy: -176420.523 eV
free energy less fixed offsets of O -568.88, Si -635.61 eV per atom: -6.153 eV

Forces (eV/angstrom), in the order of the atoms: element, x, y, z
Si 0.0017 -0.0168 0.0005
Si -0.0082 0.0042 -0.0014
Si -0.0012 -0.0129 -0.0043
Si -0.0114 0.0033 -0.0017
Si -0.0126 0.0015 -0.0019
Si 0.0058 -0.0119 -0.0025
Si -0.0096 0.0022 -0.0046
Si 0.0047 -0.0101 -0.003
Si -0.0058 0.009 -0.0043
Si 0.0091 -0.0068 0.003
Si -0.0062 0.0084 -0.0032
Si 0.0074 -0.0076 0.0023
Si 0.0057 -0.0043 0.0008
Si -0.0032 0.0095 -0.0033
Si 0.0071 -0.0018 0.0021
Si -0.0085 0.0086 -0.001
Si -0.0396 -0.0138 0.1061
Si -0.0185 -0.003 -0.0607
Si -0.0243 -0.022 -0.0487
Si -0.0134 0.0058 0.0885
Si -0.0197 -0.0089 -0.0621
Si -0.0186 -0.0192 0.1037
Si -0.0203 -0.0209 0.0864
Si -0.0195 -0.0034 -0.0511
Si 0.0101 -0.0008 -0.0014
Si 0.0062 0.0024 0.001
Si 0.0029 0.007 -0.0031
Si 0.0082 0.0015 0.0045
Si 0.0037 0.0043 -0.0016
Si 0.0042 0.0058 0.0019
Si -0.0162 0.0284 0.0034
Si 0.0037 0.0071 -0.0021
Si 0.0019 -0.0112 -0.0019
Si -0.0016 0.0015 0.0046
Si -0.0078 0.0046 0.0008
Si -0.0027 -0.0117 -0.0079
Si 0.0159 -0.0097 -0.0003
Si 0.0005 -0.0137 -0.0008
Si -0.0268 0.0043 -0.0088
Si 0.0163 -0.0173 -0.001
Si 0.0149 -0.0034 0.0699
Si 0.0274 0.0439 -0.1456
Si 0.0309 -0.0047 -0.0005
Si 0.019 -0.0081 -0.0543
Si 0.0148 0.0279 -0.1524
Si 0.0242 0.0038 0.0729
Si -0.0102 -0.0093 -0.0503
Si 0.037 -0.0171 0.0005
Si -0.0137 0.0061 -0.0047
Si 0.006 -0.0069 0.0057
Si 0.0092 -0.0089 0.0014
Si -0.0035 0.0031 0.0011
Si 0.0029 -0.0081 0.0041
Si -0.0063 0.0046 -0.0049
Si -0.0046 0.0042 0
Si 0.0049 -0.0106 0.0032
Si 0.0015 -0.0083 0.0023
Si 0 0.0148 0.0029
Si -0.0115 0.0067 0.0013
Si 0.0175 0.0051 0.0014
Si -0.0014 0.0141 0.0052
Si 0.002 -0.0084 0.0013
Si 0.0177 0.0011 -0.0005
Si -0.0048 0.0083 0.0054
Si 0.0167 -0.0275 0.0255
Si -0.0066 0.0175 -0.0133
Si 0.0173 -0.0087 -0.0015
Si -0.0199 0.0134 -0.02
Si -0.0024 0.0106 -0.0147
Si -0.0005 -0.0117 -0.0021
Si -0.0075 -0.0022 0.0075
Si 0.0243 -0.0154 0.002
Si -0.0078 0.0189 0.0071
Si 0.0199 -0.0179 0.0298
Si -0.0119 0.0149 0.0113
Si 0.0145 -0.0038 0.0172
Si 0.0152 0.0008 0.0173
Si -0.0063 0.0162 0.0087
Si 0.0059 -0.0078 0.0076
Si -0.0236 0.0191 0.0234
Si -0.001 -0.0064 -0.0627
Si -0.0193 -0.0188 0.0979
Si 0.002 0.0063 0.0826
Si -0.0036 -0.0099 -0.0627
Si 0.0025 0.0056 0.0364
Si 0.002 -0.0157 -0.0593
Si -0.0054 -0.0104 -0.0613
Si -0.0212 -0.0152 0.0544
Si -0.0028 0.0101 0.03
Si 0.0133 -0.017 -0.0582
Si -0.0379 0.0095 -0.0919
Si 0.0121 0.0001 0.0517
Si 0.0211 -0.0203 -0.0974
Si -0.0067 0.023 0.0408
Si 0.0128 -0.0122 0.0502
Si 0.011 0.0617 -0.0769
Si -0.0421 0.0285 -0.0341
Si 0.0289 -0.0415 -0.0245
Si -0.0188 0.0327 -0.0375
Si 0.0265 -0.0345 -0.0354
Si 0.0275 -0.0504 -0.0445
Si -0.0347 0.0388 -0.0474
Si 0.0115 -0.0384 -0.049
Si -0.0275 0.0281 -0.0253
Si -0.0001 -0.0074 -0.0118
Si -0.0009 0.0023 -0.0211
Si 0.0185 -0.021 -0.011
Si -0.0109 0.0118 -0.0093
Si -0.0154 0.0247 -0.012
Si 0.0236 -0.0186 -0.0093
Si -0.0081 0.026 -0.0063
Si 0.0127 -0.002 -0.0209
Si -0.012 0.0048 0.0211
Si -0.0085 0.0065 0.0117
Si -0.0008 -0.0011 0.0202
Si -0.0005 -0.0089 0.0195
Si -0.0504 0.0338 0.0143
Si 0.0221 -0.0263 0.0181
Si 0.0303 -0.0227 0.0245
Si 0.0012 -0.0037 0.0079
Si -0.0181 0.0254 0.0466
Si 0.0286 -0.0193 0.0388
Si 0.0582 -0.007 0.01
Si -0.0285 0.0463 0.0465
Si 0.0095 -0.0342 0.0465
Si -0.0133 0.0369 0.0188
Si -0.0564 0.0074 0.0198
Si 0.0474 -0.0248 0.0493
Si 0.0369 -0.0346 0.0618
Si -0.0194 -0.009 -0.0268
Si -0.0387 0.0359 0.0565
Si 0.0424 0.0102 -0.0606
Si -0.0138 -0.0007 -0.0834
Si -0.0192 -0.0285 0.0877
Si 0.0107 -0.0304 -0.092
Si -0.0037 0.059 0.1168
Si -0.0006 0.0052 -0.0959
Si -0.0094 -0.007 0.0826
Si 0.0202 0.0244 -0.046
Si -0.0097 -0.0096 0.037
Si 0.0145 0.0214 0.051
Si 0.0056 0.0122 -0.0486
Si 0.0152 0.0229 0.0765
Si -0.0134 -0.0222 -0.0515
Si -0.0033 0.0325 -0.0339
Si 0.0037 -0.0167 0.0122
Si 0.0143 -0.0208 -0.0287
Si -0.0187 -0.0043 0.0123
Si 0.0059 -0.0022 0.0084
Si -0.003 0.0074 -0.029
Si -0.0156 -0.0057 0.0039
Si 0.0123 -0.0116 -0.0297
Si 0.0149 -0.0235 0.0123
Si -0.0058 0.0347 0.0225
Si -0.0396 0.0074 0.0071
Si 0.019 0.0167 0.0265
Si 0.0008 0.005 0.0108
Si -0.0032 -0.009 0.0034
Si 0.0146 -0.0034 0.02
Si -0.0113 -0.0044 0.0112
O 0.0055 0.011 -0.0013
O 0.0199 -0.0119 -0.0122
O -0.0023 0.0086 0.014
O 0.0019 0.0025 -0.0028
O -0.0017 -0.009 -0.0154
O -0.0063 -0.011 -0.0077
O -0.0016 0.0024 0.0075
O -0.007 -0.001 0.0084
O -0.0009 -0.0015 -0.0015
O 0.0069 0.0009 0.0049
O 0.0043 0.0007 0.0041
O -0.0142 0.0109 -0.0101
O -0.0055 0.003 -0.0114
O 0.0008 0.0067 0.005
O 0.0081 -0.0036 -0.0058
O -0.0011 -0.0018 0.0023
O 0.0024 0.0003 -0.0019
O 0.0064 -0.006 0.0077
O 0.0031 -0.0087 0.0029
O -0.0052 0.0048 0.0101
O -0.0056 0.0039 0.0053
O 0.0002 -0.003 0.0055
O -0.0045 -0.0003 -0.0039
O -0.0134 0.0127 -0.0084
Si -0.0002 -0.0036 0.0055
Si 0.0004 -0.0003 -0.0041
Si 0.0013 -0.001 -0.0034
Si -0.0018 -0.0028 -0.0001
Si 0.0012 -0.0046 -0.0021
Si 0.0011 0.0002 -0.0041
Si 0.0018 -0.0012 -0.0062
Si 0.0051 0.0001 0.0004
Si -0.0023 -0.0044 -0.0016
Si -0.0002 0.0007 -0.0004
Si -0.0015 0.0005 -0.0043
Si -0.0005 0.0007 0.0009
Si -0.0056 0.0004 -0.001
Si -0.0019 0.0004 -0.0056
Si 0.002 0.001 -0.0021
Si 0.0003 0.0007 -0.0015
Si -0.0004 -0.0004 -0.0059
Si 0.0014 -0.0088 0.0049
Si 0.0014 -0.0049 0.0027
Si -0.0015 0.0005 -0.0013
Si -0.0012 0.0018 -0.0037
Si -0.001 0.0008 -0.0065
Si 0.0011 0.002 -0.0017
Si 0.0061 -0.0084 -0.0069
Si 0.0031 -0.0018 0
Si 0 -0.0016 -0.0025
Si 0.0001 0.0009 0.0001
Si 0.0021 0.0006 -0.0062
Si 0.0011 -0.0002 -0.0015
Si -0.0002 0.0005 -0.0029
Si 0.0019 0.0001 -0.0058
Si -0.0018 0 -0.0061
Si -0.0032 0.005 0.0024
Si 0.0009 -0.0003 -0.0037
Si -0.0004 0.001 -0.0041
Si -0.0109 0.0044 0.0042
Si 0.0017 0.0001 -0.0018
O -0.0003 -0.0004 -0.0009
O -0.0007 -0.0001 0.0039
O -0.0003 0.0009 0.0016
O 0.0014 -0.0011 0.0055
O 0.0003 0.0015 0.0036
O -0.0002 0.0008 0.0014
O 0.0003 -0.0007 0.0012
O 0.0005 0 0.0005
O 0.0017 -0.0003 -0.0014
O -0.0008 -0.0001 0.0028
O 0.0003 -0.0002 0.0007
O 0.0015 -0.0013 0.0004
O -0.0003 0.0021 0.0005
O 0 -0.0007 0.0028
O 0.001 0.0006 0.0023
O -0.0031 0.0006 0.003
O 0.0008 -0.0003 0.0002
O -0.0001 -0.0008 0.0027
O 0.002 -0.0009 -0.0005
O 0.0011 0.0018 0.0037
O 0.0031 -0.0017 0.0031
O 0.0007 -0.0001 -0.0012
O -0.0014 -0.0008 0.0006
O 0.0007 0.0019 0.0048
O 0.0026 0.0033 0.0026
O -0.0002 0.0005 0.002
O -0.0005 -0.0005 -0.0004
O -0.0014 0.0007 0.0026
O 0.0019 -0.0001 0.0003
O -0.001 -0.0004 0.002
O -0.0017 0.002 -0.0002
O -0.0017 0 -0.001
O -0.0007 0.001 0.0011
O 0.0009 0.002 -0.0011
O -0.0011 0.0024 0.0023
O 0 0.0015 -0.001
O 0.0002 0.0003 0.0008
O -0.0006 -0.0013 0.0031
O -0.0006 0.0009 -0.0011
O 0.0002 -0.0005 0.0034
O 0.0033 0.0007 -0.0044
O -0.0002 0.0001 0.0012
O -0.0007 -0.0018 0.0044
O -0.0002 -0.0018 0
O 0.0003 -0.0004 0.0012
O -0.0001 0.0001 0.0016
O 0.0015 -0.0005 0.0015
O 0.0008 0.0016 0.0032
O -0.0002 0.001 0.0015
O 0.0001 0.0011 -0.0007
O 0.0005 -0.0025 0.0052
O 0.0018 0 0.0005
O 0.0008 0.0007 0.0026
O -0.0032 0.0025 0.002
O 0.0011 -0.0006 0.0023
O -0.0003 0.0014 0.0041
O -0.0003 -0.0002 0.0015
O -0.0004 -0.0011 0.0012
O -0.0007 0.0006 0.0009
O -0.0018 0.0021 0.0034
O 0.0017 -0.0002 0.0009
O 0.0004 0.0007 0.0024
O -0.0002 -0.0015 0.0001
O -0.0016 0.0018 0.0017
O 0.0001 0.001 0.0008
O 0.0014 0.0024 0.0014

The program warned: the cutoff lies below the one the program advises for these potential files; the exchange-correlation potential is rough where the density is thin.
